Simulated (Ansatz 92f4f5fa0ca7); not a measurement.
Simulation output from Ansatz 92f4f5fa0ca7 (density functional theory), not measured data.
Periodic cell of 226 atoms, Si133O92B1, from a study of silicon, its oxide and their interface. The atomic structure is a simulated model.
Doubt: the cutoff is far below the 930 eV that the study's wrapper takes by default for these files, so forces and energies are approximate.
This geometry differs little from another in the collection (a relaxation step or a small displacement).

Settings: functional PBE; potential files Ansatz PAW; basis plane waves; wave-function cutoff 580 eV; density cutoff ratio 5; exchange-correlation grid ratio 1; k mesh 1 x 1 x 1, Gamma-centred; self-consistency stop 5e-08 eV per atom in the density residual; occupations fixed; spin none; net charge -1 e, with a uniform compensating background and no finite-size correction.

Cell vectors (angstrom)
a, 10.938, 0, 0
b, 0, 10.938, 0
c, 0, 0, 31.9494

Atoms: element, x, y, z (angstrom)
Si, 10.6193, -0.0015, 24.4313
Si, 5.0677, 0.1222, 24.6734
Si, 2.8098, 2.2906, 24.5445
Si, 8.5628, 2.4322, 24.574
Si, 10.6969, 5.5849, 24.3461
Si, 5.1493, 5.6104, 24.4658
Si, 2.982, 7.9493, 24.4195
Si, 8.404, 7.8282, 24.4274
Si, 1.283, 1.1281, 25.8583
Si, 6.8071, 1.3247, 25.7534
Si, 3.9753, 4.0068, 25.7474
Si, 9.6789, 4.0183, 25.867
Si, 1.3284, 6.7913, 25.6826
Si, 6.7937, 6.7203, 25.7708
Si, 3.9973, 9.4621, 25.9714
Si, 9.4738, 9.4361, 25.8125
Si, 2.6282, -0.14, 27.3083
Si, 8.1322, -0.0715, 27.162
Si, 0.0675, 2.65, 27.2345
Si, 5.4426, 2.7155, 27.1296
Si, 2.657, 5.4132, 27.128
Si, 8.1834, 5.3655, 27.1544
Si, 0.0016, 8.1478, 27.1491
Si, 5.5016, 8.1366, 27.2115
Si, 4.0804, 1.3202, 28.5184
Si, 9.5341, 1.3092, 28.5306
Si, 1.3826, 4.0621, 28.5895
Si, 6.7988, 4.0554, 28.5453
Si, 4.0682, 6.768, 28.5196
Si, 9.5515, 6.7754, 28.5059
Si, 1.2829, 9.4724, 28.6509
Si, 6.8208, 9.5344, 28.5918
Si, -0.0504, -0.0283, 29.9575
Si, 5.444, -0.0164, 29.9282
Si, 2.7671, 2.7086, 29.9254
Si, 8.175, 2.6975, 29.9015
Si, -0.024, 5.4352, 29.9178
Si, 5.4489, 5.438, 29.919
Si, 2.7227, 8.1379, 29.9435
Si, 8.2202, 8.169, 29.9136
Si, 1.3634, 1.3666, 31.2774
Si, 6.8129, 1.3684, 31.2978
Si, 4.111, 4.0712, 31.3142
Si, 9.5372, 4.0786, 31.2785
Si, 1.3411, 6.8027, 31.3134
Si, 6.8181, 6.839, 31.2764
Si, 4.0827, 9.5508, 31.2942
Si, 9.5505, 9.5394, 31.3277
Si, 2.7349, 0.0124, 0.7066
Si, 8.1866, 0.0073, 0.7025
Si, 0.0024, 2.7463, 0.7005
Si, 5.4785, 2.7419, 0.766
Si, 2.7389, 5.4574, 0.7098
Si, 8.1951, 5.4855, 0.6961
Si, 0.0071, 8.2047, 0.7628
Si, 5.4731, 8.2191, 0.728
Si, 4.0999, 1.357, 2.1195
Si, 9.5915, 1.3568, 2.0537
Si, 1.3514, 4.1373, 2.0795
Si, 6.8323, 4.1753, 2.1027
Si, 4.0898, 6.8447, 2.0803
Si, 9.5392, 6.8466, 2.1132
Si, 1.3963, 9.6066, 2.1061
Si, 6.8292, 9.6267, 2.0942
Si, 0.0204, 0.0276, 3.4789
Si, 5.4595, -0.0049, 3.531
Si, 2.7129, 2.7688, 3.4267
Si, 8.2505, 2.7822, 3.3624
Si, 0.0197, 5.5231, 3.4848
Si, 5.4879, 5.5763, 3.5043
Si, 2.7839, 8.2567, 3.4639
Si, 8.1833, 8.2667, 3.4588
Si, 1.3744, 1.4309, 4.8427
Si, 6.9067, 1.4645, 4.7449
Si, 4.0592, 4.1621, 4.7723
Si, 9.584, 4.1053, 4.7865
Si, 1.3636, 6.9744, 4.8432
Si, 6.6924, 7.1443, 4.9036
Si, 4.2307, 9.4236, 4.9516
Si, 9.6126, 9.5722, 4.8455
Si, 2.768, -0.0157, 6.1155
Si, 8.2245, 0.043, 6.104
Si, 0.0082, 2.7933, 6.2885
Si, 5.5111, 2.8347, 6.0878
Si, 2.8066, 5.6578, 6.1369
Si, 8.2284, 5.6552, 5.9405
Si, 0.0394, 8.2988, 6.3841
B, 5.497, 8.287, 6.1911
Si, 4.4286, 1.1248, 7.3064
Si, 9.7617, 1.1318, 7.5919
Si, 1.2255, 4.5042, 7.4619
Si, 6.6338, 4.5839, 7.2306
Si, 4.4796, 6.9214, 7.3542
Si, 9.7394, 6.5802, 7.5147
Si, 1.2645, 9.9594, 7.6944
Si, 6.5591, 9.7171, 7.221
O, 9.5795, 1.2369, 23.984
O, 4.0982, 6.7988, 23.948
O, 3.9991, 1.2353, 24.0403
O, 9.5227, 6.6963, 23.8995
O, 0.0036, 5.5165, 7.9982
O, 5.5213, -0.0214, 7.7906
O, 0.0454, 0.103, 8.1299
O, 5.5563, 5.7097, 7.8
O, 7.5493, 4.0014, 8.4618
O, 8.7802, 6.956, 8.8321
O, 2.1508, 9.5159, 9.0608
O, 8.8622, 1.6947, 8.8987
O, 7.4837, 9.2594, 8.544
O, 3.6984, 1.764, 8.639
O, 3.7081, 7.4012, 8.7894
O, 2.1118, 3.9583, 8.7585
O, 8.1375, 3.4802, 23.3584
O, 0.4385, 4.9272, 22.9566
O, 1.8956, 2.7361, 23.2441
O, 5.8263, 4.9041, 23.1282
O, 5.5113, 10.0023, 23.4919
O, 2.4426, 8.6893, 23.029
O, 0.1863, 10.0689, 23.0892
O, 7.7676, 8.5689, 23.0786
Si, 8.6628, 7.7034, 18.441
Si, 8.8053, 6.3816, 13.5917
Si, 3.8152, 1.5546, 14.7097
Si, 2.1381, 5.7482, 17.6201
Si, 2.4144, 3.1432, 19.4918
Si, 9.8127, 9.0525, 11.999
Si, 1.3294, 9.4204, 22.0877
Si, 9.2001, 0.9841, 13.1853
Si, 1.4304, 5.0748, 13.0047
Si, 1.8063, 8.2593, 12.7264
Si, 6.6416, 9.5562, 22.4273
Si, 4.5392, 4.6136, 15.6971
Si, 8.2031, 3.0392, 9.5651
Si, 0.8465, 8.2462, 19.2649
Si, 6.9504, 1.3488, 21.0849
Si, 8.1727, 8.263, 9.6133
Si, 10.8918, 5.2192, 15.5853
Si, 7.5905, 9.5096, 16.3102
Si, 9.9304, 2.0603, 20.2862
Si, 3.2521, 8.5669, 9.8506
Si, 6.7014, 3.3566, 17.4087
Si, 1.166, 0.2079, 19.8043
Si, 3.257, 2.8461, 12.2792
Si, 7.2168, 5.4004, 19.6894
Si, 5.7502, 8.6962, 11.5391
Si, 5.7981, 6.106, 13.1871
Si, 4.6433, 9.7101, 17.5926
Si, 1.0157, 3.5947, 22.1803
Si, 4.899, 1.4835, 18.7917
Si, 3.2454, 3.06, 9.4871
Si, 6.4822, 10.8388, 13.783
Si, 10.3716, 0.1283, 15.958
Si, 5.6843, 3.683, 11.1442
Si, 9.8544, 3.9108, 11.8754
Si, 2.357, 9.929, 15.4906
Si, 6.0738, 8.1325, 19.7887
Si, 6.9315, 3.9721, 22.3832
Si, 9.7634, 2.7882, 17.3523
O, 7.2177, 6.4096, 13.9503
O, 1.8857, 7.0582, 18.6751
O, 10.2867, 4.0472, 16.5032
O, 6.1845, 9.9676, 17.0461
O, 10.1737, 0.724, 14.4615
O, 8.4467, 6.1227, 18.8631
O, 5.1972, 0.7038, 14.4238
O, 5.7263, 2.0623, 17.5206
O, 8.3443, 1.9386, 20.5311
O, 1.9949, 4.3003, 18.4013
O, 6.9944, 2.8212, 10.6704
O, 4.8926, 2.7477, 12.2257
O, 6.0366, 4.4065, 16.3519
O, 4.5951, 3.9273, 9.922
O, 10.6861, 2.7727, 21.5465
O, 9.7354, 6.1821, 14.9398
O, 6.0064, 6.4953, 19.8321
O, 4.0881, 0.1728, 18.2551
O, 9.2859, 10.5744, 12.2706
O, 2.8672, 4.3849, 12.7012
O, 1.9071, 10.7026, 21.2129
O, 3.9922, 2.7195, 19.3767
O, 0.7508, 10.0518, 15.944
O, 1.2809, 9.8029, 18.8359
O, 1.7143, 1.662, 19.2733
O, 8.9662, 10.3946, 16.4934
O, 4.8784, 8.5877, 18.7664
O, 9.4876, 8.8354, 10.4178
O, 6.7521, 4.0917, 18.8592
O, 2.8623, 1.7462, 13.3889
O, 5.8222, 8.7823, 21.2518
O, 2.5715, 2.4703, 10.862
O, 7.6082, 4.8577, 21.1789
O, 5.2093, 7.5175, 12.5723
O, 0.4495, 9.0658, 12.363
O, 7.6127, 1.0779, 13.5862
O, 7.1338, 9.6498, 14.7423
O, 8.9912, 5.0425, 12.6739
O, 8.1063, 8.0453, 16.9109
O, 6.2144, 2.5767, 21.8887
O, 2.4408, 9.0904, 14.0437
O, 0.4382, 4.5012, 11.8454
O, 0.8188, 8.3167, 20.9358
O, 9.405, 3.8318, 10.3245
O, 9.6818, 2.4052, 12.5276
O, 7.6221, 8.5694, 19.3887
O, 2.5858, 8.1145, 11.296
O, 3.9965, 3.0692, 15.369
O, 0.8474, 4.5105, 14.4234
O, 10.0577, 3.0045, 18.9474
O, 9.1783, 7.8158, 12.8906
O, 10.5118, 0.5383, 20.0662
O, 6.0359, 5.0789, 11.9223
O, 8.1599, 2.7529, 17.0129
O, 3.536, 5.4832, 16.7207
O, 4.6579, 9.2154, 10.4285
O, 1.5269, 6.6963, 13.155
O, 4.786, 5.5118, 14.3445
O, 2.0422, 3.8505, 20.9224
O, 10.5628, 1.422, 16.9417
O, 0.9442, 6.074, 16.5531
O, 7.3356, 10.9492, 21.9278
O, 5.9259, 0.9085, 19.9124
O, 6.1149, 10.0472, 12.4034
O, 2.8637, 0.5504, 15.5656
O, 7.0318, 8.0022, 10.7752
O, 10.2483, 8.0173, 18.6937
O, 3.4667, 9.2046, 16.5285

Results
free energy: -137022.967 eV
free energy less fixed offsets of B -154.04, O -568.88, Si -635.61 eV per atom: 4.163 eV

Forces (eV/angstrom), in the order of the atoms: element, x, y, z
Si, 0.0078, 0.005, 0.0141
Si, -0.001, 0.0016, 0.0128
Si, -0.0016, -0.0015, 0.0108
Si, -0.0015, -0.0013, 0.0128
Si, -0.0041, -0.0038, 0.0176
Si, 0.0012, 0.0024, 0.0117
Si, 0.0008, 0.0028, 0.0195
Si, -0.0024, -0.0051, 0.0126
Si, 0.0009, -0.0021, -0.0027
Si, 0.0042, -0.0004, -0.0061
Si, -0.0014, 0.0028, -0.0043
Si, 0.0034, 0.0001, -0.0036
Si, 0.0044, 0.0003, -0.0071
Si, -0.0003, 0.0003, -0.0009
Si, -0.0001, -0.002, -0.0037
Si, 0.0012, 0.0003, -0.0052
Si, -0.0059, -0.0018, 0.0013
Si, -0.0101, -0.0053, 0.0004
Si, 0.0031, 0.0022, -0.0012
Si, 0.0036, 0.0027, -0.0022
Si, -0.0036, -0.007, -0.0032
Si, -0.0031, -0.0005, -0.0066
Si, -0.004, -0.0024, -0.0028
Si, 0.0016, 0.0001, -0.0023
Si, -0.0077, -0.0068, 0.0031
Si, 0.0039, 0.007, 0.002
Si, -0.0101, 0.001, -0.0068
Si, 0, 0.0009, -0.0022
Si, 0.0022, 0.0095, 0.0023
Si, -0.0034, 0.0015, 0.0033
Si, 0.0108, 0.011, -0.0137
Si, -0.0019, 0.0005, -0.0069
Si, -0.0076, 0.0028, 0.0047
Si, 0.0036, 0.0019, 0.0008
Si, 0.0055, -0.0031, 0.0007
Si, 0.0034, -0.0061, 0.0013
Si, 0.0065, 0.0005, 0.0001
Si, -0.0036, 0.001, 0.0012
Si, 0.0054, -0.0128, 0.0046
Si, 0.0026, -0.0004, -0.0013
Si, 0.0012, -0.0023, -0.0016
Si, -0.0046, -0.0002, 0.0012
Si, 0.0031, 0.0001, 0.0023
Si, -0.0021, 0.0018, -0.001
Si, -0.0019, 0.0021, -0.0004
Si, 0.0011, -0.0033, 0.0002
Si, -0.0029, 0.006, -0.0029
Si, 0.0016, -0.0034, 0.0018
Si, 0.0041, -0.0034, 0.0031
Si, -0.0023, 0.0006, -0.0023
Si, -0.0008, -0.0009, 0.0001
Si, 0.0018, 0, 0.0036
Si, 0.0005, 0.0015, -0.0021
Si, -0.0026, 0.0021, 0.0032
Si, 0.0001, 0.0019, 0.0039
Si, 0.0014, -0.0024, -0.0008
Si, 0.0053, -0.0037, 0.0046
Si, 0.0025, -0.0041, -0.0016
Si, -0.0047, 0.0046, 0.0018
Si, -0.0096, 0.003, -0.0061
Si, -0.0043, 0.0006, -0.0074
Si, 0.0083, -0.0066, -0.0019
Si, -0.0067, 0.0023, -0.0025
Si, -0.0045, 0.0072, -0.004
Si, -0.0004, -0.0146, -0.002
Si, -0.0093, 0.0146, -0.0229
Si, 0.0111, -0.0029, 0.002
Si, -0.0104, -0.0065, 0.0155
Si, -0.008, 0.0063, -0.0061
Si, 0.0214, -0.0061, -0.0028
Si, -0.0021, 0.008, -0.0071
Si, -0.0092, -0.0155, 0.0009
Si, 0.0121, -0.0148, 0.0179
Si, 0.0063, 0.0197, -0.0055
Si, -0.0011, -0.0113, -0.004
Si, -0.0027, 0.0037, 0.0082
Si, -0.0048, -0.0056, 0.0081
Si, 0.0695, -0.0761, -0.0591
Si, 0.0509, -0.0548, 0.0498
Si, 0.0161, 0.0192, 0.0045
Si, -0.0092, 0.0184, 0.0026
Si, -0.0086, -0.0187, 0.0187
Si, -0.0004, 0.0023, 0.0032
Si, 0.001, -0.0084, 0.0067
Si, -0.0031, 0.016, 0.0229
Si, -0.0136, 0.0055, 0.003
Si, -0.0001, -0.0012, 0.011
B, -0.1029, 0.1376, 0.0712
Si, -0.0103, 0.0029, -0.048
Si, -0.0031, -0.0065, -0.0206
Si, 0.002, 0.0082, -0.0242
Si, -0.003, 0.0122, -0.0312
Si, -0.0225, -0.0313, -0.0333
Si, 0.0068, -0.0033, -0.0273
Si, -0.0053, 0.0032, -0.0279
Si, 0.0215, 0.0171, -0.0466
O, -0.005, 0.0001, -0.0023
O, -0.0019, -0.0031, -0.0045
O, 0.001, -0.0002, -0.0027
O, 0.0004, 0.0008, -0.0047
O, -0.0106, 0.0016, 0.012
O, -0.0156, -0.0083, 0.0314
O, 0.0108, -0.0099, 0.0111
O, 0.0308, -0.0202, 0.0063
O, 0.002, -0.0002, 0.007
O, 0.0007, -0.0044, 0.0024
O, 0.0019, -0.0014, 0.0043
O, -0.0035, 0.0042, 0.0064
O, -0.0038, -0.0045, -0.0059
O, 0.0015, -0.0019, 0.0113
O, 0.002, 0.0096, -0.0032
O, 0.0025, 0.0012, 0.0064
O, -0.0024, 0.002, -0.0051
O, 0.0038, -0.0037, -0.0071
O, -0.002, 0.0021, -0.0056
O, 0.0041, -0.0043, -0.0061
O, 0.0019, -0.0009, -0.0032
O, -0.0039, 0.0029, -0.0088
O, 0.0021, -0.004, -0.0079
O, -0.004, 0.0054, -0.0062
Si, 0, -0.0004, 0.0031
Si, 0.0003, -0.0012, -0.0047
Si, 0.0006, -0.0007, -0.0033
Si, 0.0004, -0.0001, 0.0022
Si, 0.0008, -0.0005, 0.0039
Si, 0.0001, 0.0013, -0.0009
Si, -0.0004, -0.0004, 0.0049
Si, 0.0014, 0.0014, -0.0032
Si, -0.0004, -0.0011, -0.0045
Si, 0.0005, 0.0007, -0.0009
Si, 0.0005, -0.0025, 0.0016
Si, 0.0006, -0.0003, -0.0008
Si, 0.0076, -0.0045, 0.0058
Si, -0.0002, 0.0003, 0.0036
Si, 0.0006, 0.0003, 0.0022
Si, 0.0003, 0.0009, 0.0104
Si, 0.0001, -0.0005, 0
Si, 0, -0.0004, -0.0005
Si, -0.0002, -0.0003, 0.0036
Si, 0.004, 0.0019, 0.0076
Si, 0.0008, 0.0001, 0.0005
Si, 0.0001, -0.0002, 0.0039
Si, -0.0032, 0.0001, -0.0001
Si, -0.0004, 0.0009, 0.0034
Si, -0.001, 0.0009, -0.0007
Si, -0.0004, -0.0001, -0.003
Si, 0.0005, -0.0003, 0.0015
Si, -0.0002, 0.0013, 0.0044
Si, -0.0006, 0.0006, 0.0034
Si, -0.0056, 0.0055, 0.0006
Si, 0.0003, 0, -0.0035
Si, -0.0001, 0.0001, -0.0014
Si, 0.0009, 0.0021, 0.0029
Si, -0.0006, -0.0001, -0.0032
Si, 0.0006, 0.001, -0.0005
Si, 0.0002, -0.0006, 0.0034
Si, -0.0015, 0.0024, 0.0029
Si, -0.0008, -0.0004, 0.0006
O, -0.0003, 0.0005, 0.0023
O, 0.0005, -0.0009, -0.0019
O, 0, 0.0016, 0.0005
O, 0.0012, 0.0001, -0.0004
O, -0.0014, 0.0008, -0.0006
O, 0.0002, 0.0004, -0.0012
O, 0.0011, 0.0001, 0.0024
O, 0.0002, 0.0004, -0.0002
O, -0.0004, -0.0006, -0.0014
O, -0.0002, 0.001, -0.0012
O, -0.0029, 0.0007, 0.0001
O, 0.0017, 0.0006, 0.0002
O, -0.0014, 0.0007, 0
O, -0.0011, 0.0006, 0.0019
O, 0.0001, 0.0001, -0.0021
O, -0.001, 0.001, 0.001
O, 0.0001, 0.0003, -0.0019
O, 0.0002, -0.0002, -0.0017
O, 0.0006, -0.002, 0.0019
O, 0.0007, -0.0009, 0.002
O, -0.0001, 0.0004, -0.0024
O, 0.0004, -0.0002, -0.0019
O, 0.0006, -0.0003, 0.0017
O, 0.0003, 0.0002, -0.0014
O, 0, -0.0003, -0.0015
O, 0.0003, 0.0003, 0.0007
O, 0.0001, 0.0004, -0.0016
O, -0.0017, -0.0006, -0.0018
O, 0.0002, -0.0004, -0.0019
O, 0.0006, 0.0019, 0.0003
O, 0.0004, 0.0005, -0.0016
O, -0.0007, -0.0023, 0.0051
O, 0.0002, -0.0001, -0.0017
O, 0.0003, 0.0016, 0.0018
O, -0.0015, 0, 0.0023
O, 0.0009, -0.0003, 0.0026
O, -0.0008, 0.0012, 0.0006
O, 0.0011, -0.0007, 0.0022
O, -0.0004, 0.0009, 0
O, 0.0005, -0.0003, -0.0019
O, -0.0009, -0.0031, -0.0023
O, 0.0001, 0.0006, 0.0019
O, -0.0001, -0.0001, -0.0029
O, -0.0007, 0.0015, 0.0006
O, 0.0008, 0.0007, 0.0024
O, 0.0008, 0, -0.0021
O, 0.0016, -0.0006, -0.0009
O, -0.0001, -0.0006, 0.002
O, 0.0019, 0.0002, -0.0005
O, -0.0002, -0.0001, -0.0024
O, 0.0014, 0.003, 0.0015
O, 0.0003, 0.0001, -0.0019
O, -0.0001, -0.0035, -0.0001
O, 0.0009, 0.0002, 0.0006
O, 0.0008, -0.0001, 0
O, -0.0024, 0.0018, 0.0002
O, -0.0001, 0.0011, 0.003
O, 0.0015, 0.0015, 0.0004
O, -0.0004, -0.0001, -0.0019
O, 0.0007, -0.0001, -0.0001
O, -0.0013, -0.0003, -0.0006
O, -0.0002, 0.0004, -0.0016
O, -0.0002, 0, -0.0017
O, -0.0009, -0.0017, 0.0007
O, 0.0005, 0.0005, 0.002
O, 0.0023, -0.0022, 0.0052
O, 0, 0.0001, -0.0015
O, -0.0011, 0.0007, -0.0008

The program warned: the cutoff lies below the one the program advises for these potential files; the exchange-correlation potential is rough where the density is thin.
